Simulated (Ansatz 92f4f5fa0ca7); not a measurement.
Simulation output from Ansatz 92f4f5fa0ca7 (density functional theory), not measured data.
Periodic cell of 224 atoms, Si132O90As1H1, from a study of silicon, its oxide and their interface. The atomic structure is a simulated model.
Doubt: the cutoff is far below the 930 eV that the study's wrapper takes by default for these files, so forces and energies are approximate.
This geometry differs little from another in the collection (a relaxation step or a small displacement).

Settings
functional: PBE
potential files: Ansatz PAW
basis: plane waves
wave-function cutoff: 580 eV
density cutoff ratio: 5
exchange-correlation grid ratio: 1
k mesh: 1 x 1 x 1, Gamma-centred
self-consistency stop: 5e-08 eV per atom in the density residual
occupations: fixed
spin: none
net charge: 0

Cell vectors (angstrom)
a  10.938  0  0
b  0  10.938  0
c  0  0  32.2882

Atoms and the computed forces on them: element, x, y, z (angstrom), force x, y, z (eV/angstrom)
Si  0.3812  -0.3922  24.8566  -0.0406  -0.0076  0.0937
Si  5.2118  0.2095  24.7434  -0.0044  -0.0191  0.0033
Si  2.8633  2.3606  24.7072  -0.0013  0.0188  0.0539
Si  7.838  2.8566  24.7295  0.0077  0.0127  -0.0013
Si  -0.2771  5.6889  24.9191  0.0161  -0.0035  0.0063
Si  5.6962  5.1919  24.8373  -0.0211  0.0174  0.0494
Si  2.5835  8.2504  24.8363  0.0068  0.0077  -0.03
Si  8.3368  7.7676  24.9624  -0.025  0.0265  0.0704
Si  1.4158  1.244  26.1838  -0.0097  0.0063  -0.0201
Si  6.7444  1.3471  26.1416  0.014  -0.0279  0.0145
Si  4.0257  4.0194  26.0222  -0.0121  -0.0015  -0.0118
Si  9.5275  3.9715  26.0547  0.0074  -0.0171  0.0155
Si  1.3293  6.8084  26.2118  0.0119  -0.0396  0.0112
Si  6.8295  6.6514  26.3084  0.002  -0.0012  -0.0104
Si  4.1448  9.4982  26.0858  0.0269  -0.0006  0.0184
Si  9.5459  9.5042  26.0709  0.0286  0.0069  -0.0416
Si  2.8079  -0.0768  27.5294  -0.0078  0.0033  0.0097
Si  8.2043  -0.012  27.4538  -0.006  0.0033  0.0059
Si  0.0211  2.6906  27.4648  0.011  -0.0128  -0.0009
Si  5.4266  2.752  27.4993  -0.0115  0.0119  0.0138
Si  2.7444  5.4256  27.4784  0.0093  0.0052  0.0044
Si  8.2768  5.3451  27.5625  -0.0109  0.0138  0.0063
Si  -0.0141  8.222  27.532  -0.0232  0.0176  0.0167
Si  5.4999  8.1749  27.5105  0.0025  -0.0069  -0.0032
Si  4.1018  1.3673  28.8699  0.0794  -0.0552  0.1628
Si  9.5708  1.3673  28.8699  -0.0287  -0.0951  -0.2739
Si  1.3673  4.1018  28.8699  -0.0376  -0.1751  -0.1825
Si  6.8362  4.1018  28.8699  -0.1483  -0.3469  0.3422
Si  4.1018  6.8362  28.8699  -0.0635  -0.12  -0.1495
Si  9.5708  6.8362  28.8699  0.1261  -0.1806  0.1746
Si  1.3673  9.5708  28.8699  0.0748  -0.0093  0.2529
Si  6.8362  9.5708  28.8699  0.1546  0.0396  -0.1105
Si  0  0  30.2372  0.05  -0.0066  -0.0235
Si  5.469  0  30.2372  0.0041  0.1148  0.005
Si  2.7345  2.7345  30.2372  -0.0656  -0.1103  -0.0101
Si  8.2035  2.7345  30.2372  -0.212  -0.0626  0.0124
Si  0  5.469  30.2372  -0.0331  0.1122  0.0043
Si  5.469  5.469  30.2372  0.0526  0.0105  -0.0214
Si  2.7345  8.2035  30.2372  -0.1651  -0.0424  -0.0019
Si  8.2035  8.2035  30.2372  -0.0409  -0.0498  -0.0223
Si  1.3673  1.3673  31.6044  -0.0305  0.0459  0.0039
Si  6.8362  1.3673  31.6044  0.1241  -0.0753  0.0029
Si  4.1018  4.1018  31.6044  -0.0035  0.0233  -0.0233
Si  9.5708  4.1018  31.6044  0.0351  -0.0257  -0.045
Si  1.3673  6.8362  31.6044  0.0831  -0.0647  -0.0067
Si  6.8362  6.8362  31.6044  -0.032  0.0214  -0.0035
Si  4.1018  9.5708  31.6044  0.0345  -0.04  -0.0468
Si  9.5708  9.5708  31.6044  0.021  -0.0125  -0.0179
Si  2.7345  0  0.6835  0.0009  -0.0167  0.0142
Si  8.2035  0  0.6835  -0.1063  0.0477  0.012
Si  0  2.7345  0.6835  -0.0255  0.0079  0.0418
Si  5.469  2.7345  0.6835  -0.0061  -0.0195  0.0018
Si  2.7345  5.469  0.6835  -0.0866  0.0726  -0.0003
Si  8.2035  5.469  0.6835  -0.0083  0.0158  0.0164
Si  0  8.2035  0.6835  0.0004  -0.0102  0.0037
Si  5.469  8.2035  0.6835  -0.0106  0.0274  0.0434
Si  4.1018  1.3673  2.0507  0.0335  0.055  0.0521
Si  9.5708  1.3673  2.0507  0.0394  -0.0444  -0.0534
Si  1.3673  4.1018  2.0507  0.1627  0.056  -0.0417
Si  6.8362  4.1018  2.0507  0.0074  0.0169  0.0702
Si  4.1018  6.8362  2.0507  -0.0252  -0.1271  -0.0462
Si  9.5708  6.8362  2.0507  0.0331  0.0456  0.0647
Si  1.3673  9.5708  2.0507  -0.0341  -0.0125  0.0572
Si  6.8362  9.5708  2.0507  0.1535  0.0257  -0.0544
Si  0  0  3.418  -0.1872  0.1299  -0.2078
Si  5.469  0  3.418  0.1916  0.0751  0.1579
Si  2.7345  2.7345  3.418  0.0432  0.4416  -0.3095
Si  8.2035  2.7345  3.418  0.1369  -0.1156  0.1467
Si  0  5.469  3.418  0.1944  0.0986  0.1912
Si  5.469  5.469  3.418  -0.4618  0.0464  -0.1221
Si  2.7345  8.2035  3.418  -0.0432  -0.2475  0.2504
Si  8.2035  8.2035  3.418  0.0036  0.5064  -0.3754
Si  1.3224  1.4464  4.7194  0.0185  -0.0158  -0.0048
Si  6.8584  1.3735  4.8241  -0.0009  -0.0043  0.0128
Si  4.0722  4.1202  4.8197  0.0011  -0.0117  -0.0013
Si  9.5782  4.1162  4.7892  0.0032  -0.0067  0.0063
Si  1.3625  6.8366  4.8566  -0.0066  0.0094  0.008
Si  6.7585  6.9367  4.697  0.0196  -0.0212  -0.008
Si  4.0856  9.5921  4.7775  -0.0072  -0.009  0.0041
Si  9.5415  9.6214  4.7875  0.0288  -0.0216  -0.0044
Si  2.7325  0.1256  6.0094  -0.0083  -0.0043  0.0221
Si  8.258  0.0733  6.2634  -0.0131  0.0361  -0.0219
Si  0.0464  2.7882  6.1999  -0.0089  0.0341  -0.0244
Si  5.5144  2.7802  6.1617  0.0256  0.0181  0.025
Si  2.713  5.4607  6.3117  -0.0128  0.0087  -0.029
Si  8.1563  5.5892  5.9482  -0.0182  0.0113  0.0406
Si  -0.0141  8.292  6.1582  -0.0104  0.0063  0.0388
Si  5.4912  8.2964  6.1775  -0.0244  0.0265  -0.0199
Si  3.9807  1.5314  7.4313  0.0242  0.0116  -0.055
Si  9.8775  1.2692  7.5976  -0.0374  -0.0111  0.0024
Si  1.6795  3.7224  7.6617  0.0135  0.0229  -0.014
Si  6.6592  4.4937  7.338  -0.0164  -0.0372  -0.117
Si  4.3923  6.669  7.4655  -0.0025  -0.0045  0.0116
Si  9.2482  7.1111  7.3278  0.0391  0.0073  -0.0983
Si  1.1531  9.9957  7.3345  -0.0079  -0.0389  -0.1477
Si  7.1022  9.4046  7.5584  -0.0179  0.014  0.0122
O  9.5196  6.7646  24.3561  0.0084  -0.0035  -0.0302
O  4.0461  1.2851  24.1904  0.0052  0.0062  -0.0208
O  8.1629  8.1977  7.9552  0.0035  0.013  0.0217
O  2.8997  2.6562  7.943  -0.0048  -0.0131  0.0091
O  6.8162  4.0915  24.3318  0.0093  -0.0092  -0.0095
O  1.476  9.3919  24.4161  0.0072  -0.0204  -0.0117
O  5.5137  5.5401  7.9349  -0.0147  0.017  0.0302
O  0.0591  0.1077  8.0263  -0.0225  0.015  0.0339
O  7.626  4.0482  8.5738  0.0248  0.0052  0.0472
O  6.5647  10.0275  9.0034  -0.0075  0.0067  0.0125
O  9.853  6.2013  8.5694  0.0129  -0.019  0.0504
O  2.1832  9.4444  8.4868  0.0347  -0.0016  0.0726
O  4.5633  0.7722  8.7768  0.0116  -0.0194  0.0352
O  1.0684  3.8545  9.1932  -0.0127  -0.0039  0.0515
O  9.4122  2.0806  8.9833  -0.0027  0.0137  0.0112
O  3.8884  7.3724  8.9  0.0011  0.0112  0.0062
O  7.2579  8.1715  23.7638  -0.0116  0.0078  -0.0278
O  8.1274  2.0776  23.2969  0.014  -0.0087  -0.0316
O  5.1979  5.9199  23.4571  -0.0132  0.0132  -0.0232
O  1.9777  2.885  23.3934  -0.0261  0.0125  -0.0256
O  10.9754  0.2626  23.3808  -0.0068  0.0035  -0.0527
O  0.5759  5.1243  23.6326  0.0063  -0.0082  -0.0088
O  3.1877  7.6379  23.4241  0.0099  -0.0072  -0.0049
O  6.0092  10.5174  23.4237  0.0053  -0.006  -0.0025
Si  6.1533  -2.8279  20.4325  -0.0145  0.0087  0.0131
Si  4.166  6.713  22.4935  0.0096  0.0075  -0.0036
Si  -6.7088  15.2713  11.7721  -0.0073  0.0158  0.0076
Si  5.6554  1.6399  12.287  0.0032  -0.0105  0.0009
Si  5.9257  0.4626  9.6274  0.0038  0.0107  -0.0145
Si  -1.117  -0.6249  16.304  0.005  -0.0048  0.0028
Si  -0.0094  -0.4478  13.3948  0.0112  0.009  0.0125
Si  -1.936  2.2671  21.9188  0.008  -0.0168  0.0001
Si  5.4647  5.01  14.2916  -0.0044  -0.0028  -0.0026
Si  2.8648  3.4484  18.5675  -0.0032  0.0088  0.0024
Si  2.1705  -2.281  12.4236  0.0127  -0.0018  -0.004
Si  2.0605  5.487  20.6398  -0.0021  -0.0141  0.0031
Si  8.0794  2.8575  9.5691  0.0016  -0.0188  0.0045
Si  0.1257  8.0392  20.4444  0.0149  0.0147  -0.0273
Si  12.8492  3.1928  15.9048  0.0001  -0.0033  0.0029
Si  3.8518  -3.3283  14.6659  -0.0005  -0.0008  -0.0007
Si  -1.3565  5.6348  13.9775  -0.002  -0.0065  0.0013
Si  -2.8782  14.4761  19.2388  0.0054  0.0045  0.0115
Si  5.7851  3.5231  17.1729  -0.0065  0.003  -0.0007
Si  8.5695  6.4917  19.3879  -0.0088  0.0007  -0.0096
Si  -3.7455  -1.4049  22.8669  0.0137  0.0083  -0.0054
Si  -1.451  7.1867  16.4815  -0.0116  -0.0041  0.0154
Si  7.6473  1.2249  17.505  -0.0058  0.0009  0.0072
As  2.9843  0.8244  20.5166  -0.005  -0.0054  -0.0101
Si  12.1282  4.2364  10.7852  -0.012  0.0005  -0.0108
Si  5.4389  10.4945  18.7732  -0.005  -0.0011  0.0044
Si  10.0367  10.5421  22.2167  -0.0128  0.0081  0.0139
Si  -0.6743  -3.0088  12.208  0.0061  -0.0046  0.0006
Si  1.1637  -0.9391  18.2868  -0.0077  -0.0012  0.0096
Si  2.523  8.1435  9.3799  -0.0026  -0.0392  -0.0006
Si  -3.1476  3.6699  12.616  0.0066  -0.0005  -0.0038
Si  -0.1261  6.6559  9.7918  0.0157  -0.0146  -0.0211
Si  0.784  3.7965  22.7116  0.004  -0.0124  -0.0075
Si  -7.4822  1.3347  14.316  0.0042  0.0027  0.0009
Si  12.111  6.0975  15.5127  0.0044  -0.0033  0.0045
Si  0.8859  2.2384  13.201  -0.0006  0.011  -0.001
Si  3.5736  -0.9649  16.3879  0.001  0.003  0.0022
O  2.2371  -1.4478  17.1757  -0.0031  0.0021  -0.0018
O  -1.9897  -6.0369  19.3841  -0.0202  -0.0135  0.0061
O  4.6088  -0.2272  17.3909  0.0039  -0.0021  0.0042
O  -2.0939  6.1767  15.3492  -0.001  0.0047  0.0053
O  0.6586  3.2383  11.9455  0.0041  -0.0083  0.0034
O  1.2751  -4.0151  20.7861  -0.0154  0.0091  0.0021
O  1.3209  7.0663  9.1603  -0.002  0.0117  0.0111
O  -6.0784  2.8403  11.4878  0.0017  0.0017  -0.0081
O  9.3031  -4.1483  12.8507  -0.003  -0.0041  -0.0029
O  5.0955  -4.3637  14.5519  0.0003  0.0014  -0.0024
O  2.4092  1.6428  13.0968  0.0014  -0.0025  -0.0026
O  4.172  4.4464  13.4239  0.0068  0.0034  0.0031
O  -4.0084  0.2089  18.5793  0.0017  0.0035  -0.0025
O  3.3308  2.5813  15.3647  0.0014  0.0025  0.0014
O  4.3524  8.6964  15.7592  0.0003  0.0011  -0.0009
O  5.7868  4.3825  15.771  0.003  -0.0036  0.0029
O  2.374  7.1026  15.1329  0.001  -0.0006  -0.0041
O  8.6968  -0.8282  23.0316  0.001  -0.0031  -0.0047
O  -5.7609  16.4185  11.1076  -0.0103  -0.0109  -0.0204
O  1.9715  4.8043  16.0528  -0.0046  0.0062  -0.0058
O  6.6837  4.0422  18.4735  0.0068  0.0006  0.0055
O  1.1596  4.2694  21.2163  0.0111  0.0233  -0.0083
O  4.2819  3.5431  17.772  0.0088  0.0027  -0.0035
O  6.9239  1.728  9.4742  -0.0048  -0.0115  -0.0046
O  0.9111  -3.3229  12.5597  -0.0063  0.0013  -0.0022
O  -0.643  3.0736  22.4857  -0.0138  -0.0073  0.0112
O  6.4474  2.0728  16.7628  0.0007  0.001  0.0006
O  -0.8236  7.9077  10.5796  -0.0059  0.0149  0.0075
O  -8.4744  4.9619  19.1316  0.0009  -0.008  -0.0063
O  20.5784  7.2737  20.3232  0.004  0.0003  -0.0004
O  5.6876  0.359  11.2485  0.0003  0.0085  0.02
O  8.6642  6.9887  17.8536  0.0122  -0.001  -0.0124
O  -2.8931  2.974  20.792  -0.0003  0.0171  -0.0238
O  9.1199  4.1388  13.4724  0.0011  0.0075  0.0004
O  -9.1674  2.784  17.5006  -0.0024  0.0024  -0.0019
O  -0.2287  12.0206  12.8914  -0.004  -0.0127  -0.0036
O  -1.0672  -1.5118  12.7427  -0.0037  0.0037  -0.0041
O  0.6245  -2.2645  19.0488  0.0018  -0.0013  0.0291
O  3.0306  2.486  19.8734  0.0001  0.0083  0.0039
O  1.8602  11.0691  19.2865  -0.0169  -0.0171  -0.0113
O  2.6776  8.697  10.8827  -0.0025  0.0035  0.0085
O  3.5352  -2.6588  13.2121  0.0032  -0.0049  0.0101
O  5.587  8.8928  19.1147  -0.0026  0.0087  -0.0031
O  -11.1064  -0.306  17.5891  -0.001  -0.007  -0.006
O  8.532  0.3792  16.4251  0.0024  -0.0059  -0.0021
O  4.9401  7.6407  21.4051  0.0141  0.0072  -0.0083
O  2.7475  4.552  11.1267  0.0215  -0.0031  -0.001
O  -4.2201  4.7622  13.2481  -0.0055  0.0008  0.0003
O  -6.3086  11.2315  19.9892  0.0142  -0.0099  -0.0007
O  -0.1865  10.5708  15.0011  -0.0074  -0.0015  0.0024
O  7.0032  9.2155  21.2879  -0.0084  -0.0111  -0.009
O  0.2495  -5.3601  14.2676  0.0042  0.0028  -0.0006
O  8.6162  13.2414  18.3019  0.0027  0.007  0.0072
O  8.2425  3.6009  11.0261  -0.0003  0.0136  0.0222
O  7.1287  2.1747  12.8121  -0.0038  0.0022  -0.0027
O  -0.1253  -1.6482  21.4989  0.0099  -0.0206  -0.0016
O  1.5118  -0.8875  12.9532  -0.0123  0.0109  -0.0007
O  0.1528  6.8022  16.592  -0.003  0.0035  -0.0039
O  0.1446  5.4867  10.8877  0.0014  -0.0021  -0.0025
O  0.7642  2.7647  14.7827  0.0056  0.0009  0.0021
O  7.0809  6.8409  19.9799  0.0189  -0.0097  -0.0031
O  3.3578  5.6109  21.6185  -0.0112  -0.0041  -0.0008
O  -1.6294  8.7694  16.143  0.0064  0.008  0.0011
O  3.1074  0.0067  15.1747  0.0007  -0.0021  -0.0005
O  -1.377  0.8514  21.2641  -0.0042  0.019  0.007
O  -6.0155  1.1731  13.6594  -0.0056  0.0024  -0.0018
H  -6.1333  16.9517  10.3844  0.0087  0.0014  0.0189

Results
free energy: -139968.120 eV
free energy less fixed offsets of As -4856.12, H -15.97, O -568.88, Si -635.61 eV per atom: 3.690 eV

The program warned: the cutoff lies below the one the program advises for these potential files; the forces do not sum to zero within the program's tolerance; the exchange-correlation potential is rough where the density is thin.
